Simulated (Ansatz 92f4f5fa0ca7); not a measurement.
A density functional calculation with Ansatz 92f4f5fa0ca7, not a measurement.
Periodic cell of 234 atoms, Si128O62H32N12, with a vacuum gap, from a study of silicon, its oxide and their interface. The atomic structure is a simulated model.

Settings
functional: r2SCAN
potential files: Ansatz PAW
basis: plane waves
wave-function cutoff: 800 eV
density cutoff ratio: 5
exchange-correlation grid ratio: 1
k mesh: 1 x 1 x 1, shifted by 0.5 0.5 0 of a step
self-consistency stop: 1e-11 eV per atom in the density residual
occupations: fixed
spin: none
net charge: 0
applied field: sawtooth along c, amplitude +0.015 V/angstrom in the program's sign convention, ramp centred at 0.9876 of c and 0.0247 of c wide, no dipole correction

Cell vectors (angstrom)
a 10.8904 0 0
b 0 10.8904 0
c 0 0 40.4586

Atoms and the computed forces on them: element, x, y, z (angstrom), force x, y, z (eV/angstrom)
Si -2.0785 -4.3807 26.9702 0.0016 -0.0085 0.0056
Si 1.6761 -2.1597 26.6303 0.0003 0.0103 0.0107
Si -1.843 0.9647 26.8586 -0.0002 -0.0003 -0.001
Si 1.1476 -7.2211 26.9571 0.0001 -0.002 0.0013
Si -7.1283 -4.6439 27.0359 0.0036 0.0003 -0.0063
Si -4.4003 -2.3724 26.764 0.0025 -0.0115 0.0085
Si 3.2383 1.3193 26.5636 -0.0014 0.006 0.0099
Si -5.1085 -7.0444 26.5221 -0.0025 -0.0018 0.0161
Si -0.228 -3.1605 27.9261 -0.0023 0.0006 -0.0113
Si 2.4439 -0.4283 28.0036 -0.0045 -0.0081 -0.0125
Si -0.3801 -8.5946 28.1269 -0.0122 -0.0052 -0.0135
Si 2.3433 -5.8726 28.3815 0.005 0.0016 -0.0085
Si -5.7492 -3.333 28.3822 0.0007 -0.0039 -0.0081
Si -3.2726 -0.5134 27.9598 0.0027 0.0041 -0.019
Si 4.8765 2.3111 28.0125 -0.0036 0.0055 -0.011
Si -3.3381 -5.9912 28.0517 0.0068 0.007 -0.0202
Si -1.6804 -1.7794 29.2881 0.0048 -0.0087 0.005
Si 1.0399 0.9125 29.421 0.0156 0.0044 0.0087
Si -1.8078 -7.2325 29.406 0.0062 0.0151 0.012
Si 0.9503 -4.4326 29.5285 -0.0049 -0.0059 0.0148
Si 3.7982 -1.7384 29.4725 -0.0111 0.0143 0.0077
Si 6.361 0.9425 29.3356 -0.0112 0.0075 0.0082
Si 3.7344 3.6213 29.5949 0.0044 0.003 0.0097
Si -4.3862 -4.6462 29.6632 -0.0067 0.0064 0.001
Si -2.9486 -3.1592 30.7808 -0.0177 -0.0136 0.0181
Si -0.3654 -0.4286 30.7401 0.008 0.0132 0.0219
Si -3.1231 -8.619 30.7521 -0.014 -0.0077 0.0204
Si -0.4038 -5.8582 30.8017 -0.0115 -0.0047 0.0096
Si 2.3808 -3.0834 30.8146 0.0135 -0.0174 0.0206
Si 5.1346 -0.3923 30.8344 -0.0039 -0.0082 0.014
Si 2.3695 2.2459 30.8653 -0.001 -0.0136 0.0159
Si 5.096 -5.9321 30.9577 -0.0118 -0.0142 0.015
Si 1.3874 -1.3579 9.5709 0.0085 0.017 -0.0058
Si 4.2457 1.4948 9.6379 -0.0013 -0.0049 -0.016
Si 1.4131 4.2348 9.68 0.007 -0.0002 -0.0396
Si 4.0979 -4.0595 9.6023 -0.009 0.0023 -0.0269
Si 6.8766 -1.3568 9.7432 0.006 0.0187 -0.01
Si -1.3298 1.3773 9.5942 0.0248 0.0194 -0.0201
Si 6.8685 4.0686 9.6295 -0.0115 0.0012 -0.0236
Si -1.2802 -4.0914 9.6755 0.0078 0.0063 -0.0191
Si 2.7878 0.0939 10.7556 -0.0065 -0.0072 -0.005
Si 5.5649 2.8569 11.1557 0.0119 -0.0028 0.0005
Si 2.7404 5.6605 11.0961 0.0236 0.007 -0.0013
Si 5.4734 -2.8268 11.0134 -0.0072 0.0048 -0.0036
Si -2.5899 0.0614 11.0647 -0.0016 0.0095 0.0024
Si 0.0133 2.8102 10.8757 -0.0136 -0.0154 -0.0013
Si 8.3265 5.3085 10.9845 -0.0073 -0.0048 -0.0031
Si 0.1137 -2.7272 11.0268 0.0174 0.0013 -0.0096
Si 1.4697 1.4879 12.0532 0.0069 0.007 0.0197
Si 4.1205 4.3267 12.4209 0.0013 -0.0011 0.0094
Si 1.4503 -3.8475 12.6415 -0.0022 0.0054 0.0159
Si 4.0485 -1.2524 12.1179 0.0025 0.013 0.0196
Si -3.8464 1.5125 12.525 -0.0057 -0.006 0.0094
Si -1.2221 4.0104 12.4831 0.0126 0.0028 0.0185
Si 6.9322 -4.3365 12.3115 0.0044 0.0117 0.0133
Si -1.109 -1.3189 12.395 -0.0048 -0.0003 0.0085
Si 0.309 0.2006 13.5536 0.0034 0.0115 -0.0079
Si 2.5919 2.9357 13.4965 -0.0061 -0.0038 -0.0053
Si 0.3794 -5.6972 13.7363 0.0038 0.0017 -0.007
Si 2.5545 -1.8821 13.798 0.0119 -0.003 -0.0168
Si 5.8163 -0.2905 13.2874 -0.0107 0.0023 -0.0063
Si -2.0752 2.2788 14.007 0.0029 0.0046 -0.0213
Si 5.7638 5.2223 13.9505 -0.0104 -0.0059 -0.0189
Si -2.9085 -2.5177 13.349 -0.0111 0.0046 -0.0064
Si 2.6189 3.7531 22.3645 0.0003 -0.0013 -0.0086
Si -1.6585 -6.5672 22.815 -0.0063 -0.0061 -0.0028
Si -6.237 -8.7459 24.0491 0.0032 0.003 -0.0047
Si 2.8139 2.8046 19.3421 -0.001 -0.002 -0.0024
Si 6.2859 -2.0943 21.4905 -0.0006 0.0002 0.001
Si 0.4063 -2.3109 24.0565 -0.0035 0 -0.0045
Si 4.7751 1.0147 17.7393 -0.0043 0.004 -0.0041
Si 0.618 1.303 17.8559 -0.0031 0.0057 -0.0043
Si 4.0596 -2.8923 24.8323 -0.0063 -0.0019 0.0102
Si -0.2676 -5.2326 24.9628 -0.0016 0.0038 -0.0029
Si 4.5535 -5.7442 24.1883 0.0031 -0.0043 -0.0083
Si -0.8996 -0.8419 19.3719 0.0012 -0.0034 -0.009
Si 1.1934 -0.2987 21.2681 0.0044 -0.0052 -0.0008
Si -1.4417 0.0969 24.0268 0.0075 0.0003 -0.0252
Si 9.057 7.192 18.2334 -0.0009 0.0021 -0.0067
Si 0.1381 2.1604 22.2781 -0.0035 -0.0009 -0.0055
Si 4.6727 -1.3734 15.8673 0.0021 -0.0007 -0.0096
Si 4.5843 3.0415 15.5441 0.0004 -0.0014 -0.012
Si -4.1467 -4.3172 19.6839 0.0038 -0.0017 -0.0027
Si 2.5504 -4.0596 22.509 -0.0018 0.0039 0.0041
Si 2.6165 -0.4312 24.1923 -0.0023 -0.0002 0.0076
Si 6.8037 -4.8521 22.4025 0.001 -0.0037 0.0034
Si -3.3071 -8.5671 24.6456 0.0008 -0.0014 0.0094
Si 15.483 -3.4745 17.8917 -0.0062 -0.0058 -0.0106
Si 2.8982 -5.9059 17.2587 0.0003 0.0005 -0.0038
Si 3.513 -2.0696 20.4229 -0.0049 0.0064 -0.0086
Si -4.0335 0.7888 22.2634 -0.0024 -0.0048 -0.0064
Si 2.6669 0.6334 15.5891 0.0008 0.0043 -0.0092
Si -1.9954 2.7855 17.0753 0.0033 -0.0033 -0.0051
Si -3.4449 1.1654 19.2535 -0.0032 -0.0023 -0.0033
Si 6.8139 7.462 15.9905 -0.0017 0.0002 -0.0089
Si 10.695 5.301 16.7362 -0.001 0.0027 -0.0071
Si -1.6499 -4.4711 32.2182 0.026 -0.0145 0.181
Si 1.0202 -1.7364 32.1549 -0.0042 0.0079 0.1992
Si -1.6986 -9.9404 32.1078 0.0018 0.0178 0.1754
Si 1.0176 -7.2036 32.1474 0.0125 0.0162 0.1687
Si 3.74 -4.4753 32.1788 -0.013 0.0217 0.1754
Si 6.5577 -1.7746 32.1289 -0.0296 0.0396 0.1626
Si 3.7748 0.9366 32.22 -0.005 -0.0056 0.1837
Si 6.4986 3.6171 32.226 0.0201 -0.0093 0.2007
Si -0.267 -3.1025 33.5595 -0.1037 -0.1194 0.2859
Si 2.404 -0.4233 33.5369 0.0058 0.1428 0.3944
Si -0.3227 -8.5741 33.48 -0.1025 0.0643 0.2519
Si 2.4041 -5.8411 33.5371 -0.1674 0.0623 0.1884
Si 5.1688 -3.1362 33.4824 -0.0465 0.1006 0.2587
Si -2.9917 -0.4111 33.5244 -0.0737 -0.0198 0.1449
Si 5.1408 2.295 33.5857 0.0197 -0.0678 0.4466
Si -3.028 -5.8508 33.5225 0.0411 -0.05 0.4327
Si 1.403 1.4016 6.9699 0.0076 -0.0658 -0.1246
Si 4.083 4.1169 6.9017 0.1205 -0.0566 -0.2999
Si 1.3697 -4.0656 6.8898 0.0011 0.0331 -0.4557
Si 4.1149 -1.3209 6.9583 0.0017 -0.0423 -0.2959
Si 6.8229 1.3361 6.8928 0.1133 -0.0237 -0.3505
Si -1.3425 4.0705 6.9442 -0.0171 0.1005 -0.3184
Si 6.8032 -4.0638 6.9609 0.0861 -0.099 -0.1492
Si 9.5126 -1.3707 6.9225 0.1335 0.0122 -0.2332
Si 0.0062 0.0008 8.2436 0.0101 -0.0136 -0.1537
Si 2.7768 2.816 8.3332 0.0012 -0.034 -0.1748
Si 0.037 -5.4098 8.2589 -0.014 0.0017 -0.1918
Si 2.7458 -2.7141 8.2365 0.0054 0.0107 -0.1723
Si 5.531 0.0042 8.3273 -0.0623 0.048 -0.1863
Si 8.1725 2.6911 8.2479 -0.0154 0.0069 -0.1804
Si 5.4575 5.4366 8.2927 0.0389 -0.033 -0.1737
Si 8.1893 -2.7201 8.3412 0.0495 -0.0427 -0.1871
O -0.4247 1.1909 23.4272 -0.0021 -0.0017 -0.0026
O 0.3014 -0.1555 18.4991 -0.0028 -0.0014 -0.0008
O 5.6588 6.3542 18.5105 -0.0004 -0.0005 0.0046
O -1.2446 0.0576 25.6346 -0.0072 0.0012 -0.0146
O -0.3234 -5.242 15.1537 0.0004 0.0037 0.0023
N 3.5405 0.9542 24.8377 -0.0017 -0.0021 0.0006
O 0.6834 1.237 21.0656 -0.0022 0.0015 0
N -3.0125 0.8791 23.6792 0.0051 0.0042 0.0075
O 2.403 -0.8938 20.3739 -0.0009 -0.0024 0.0075
N 3.8783 -0.0885 16.686 0.0026 0.0003 0.0046
O -0.3896 -5.8375 23.4916 -0.0045 0.0051 -0.0016
O 1.4548 3.9929 14.0977 0.006 0.0018 0.0001
O -0.8427 1.1849 14.2526 -0.0023 0.0012 0.0044
O 3.7308 -1.5855 23.9522 -0.0006 -0.0008 0.0039
O 6.1043 6.1691 15.2677 -0.0046 0.0013 -0.0002
O -4.7638 0.4903 18.5136 0.0002 -0.0031 0.0014
O 6.8805 -1.44 12.8282 0.0145 -0.0071 -0.0136
N 1.7209 -0.4439 14.4923 -0.0094 -0.0102 -0.0006
O 3.9826 -2.3894 18.919 -0.0015 0.0028 0.0053
O 13.0497 -5.5946 22.175 -0.0017 0.0004 0.0084
O 5.5602 -2.5512 25.4049 0.0023 0.0086 -0.0008
O -0.901 -1.4127 23.5782 -0.003 0.0019 0.008
O 3.2341 4.1881 18.6204 -0.0014 -0.0005 0.0059
O 10.0979 1.7671 17.2887 -0.0006 0.0043 0.0015
O 7.1112 1.5673 20.8214 -0.0023 0.0014 0.0016
N 3.4183 2.0021 14.7519 0.0008 -0.0034 0.0039
N 3.7742 -4.2404 23.7436 0.0035 -0.0016 0.0036
O 6.0733 -5.6171 23.5967 0.0022 -0.009 0.0066
O 1.3075 -3.0472 22.8919 0.0016 0.0007 0.0043
N -4.936 -8.1457 25.0677 0.0042 -0.0024 0.0088
O 6.7291 -2.7268 20.0687 0.0023 0.0011 0.0001
N -5.3807 -2.5713 16.7375 0.0025 -0.0039 0.0026
O 4.7598 -1.5939 21.3314 0.0009 0 0.0061
O 1.5657 1.2526 16.5675 -0.0025 0.0018 0.0055
N 1.3872 -1.3209 25.1015 -0.0072 -0.0078 -0.0045
O 1.3774 -7.9724 22.9577 -0.0048 -0.0052 0.0056
O -3.8162 -0.766 21.8827 0.0048 -0.0016 0.0048
O -3.0391 2.439 18.2907 -0.002 0.0002 0.001
O 7.9396 -3.7668 17.076 0.0024 0.0012 -0.0001
O 7.713 8.308 14.949 0.0053 0.0011 -0.001
O 1.8312 -0.2422 22.7751 -0.0039 -0.0083 -0.0007
N 3.8928 -7.2345 23.5203 0.006 0.0012 -0.0075
O -0.1737 -1.1086 20.8289 0.0018 0.0006 -0.0026
O -1.6901 -5.3392 25.6974 0.0014 0.0001 0.0058
O 1.3167 4.8206 16.9952 -0.002 -0.0044 -0.0034
O 9.4577 -2.2349 18.7697 -0.0055 -0.0005 0.0012
O 1.3191 2.3738 18.8566 0.0044 -0.0027 -0.0015
O 8.3087 -4.6135 19.3645 -0.0029 -0.0004 0.0017
O -11.8907 3.2301 21.7913 0.0019 0.0009 -0.0003
N -6.2214 -5.7636 25.9362 -0.0011 0.0011 -0.0076
O 5.792 3.684 14.629 0.0054 0.0082 0.012
O 6.1867 -5.1844 20.9326 -0.0032 -0.0006 0.0028
O 2.9663 3.0738 20.9277 -0.0041 0.0027 0.0015
O 3.5626 -2.2513 15.04 0.0012 0.001 0.0063
O 0.0046 -3.6303 24.9271 -0.0039 -0.0004 -0.0002
O -10.0843 -6.135 25.7622 -0.0023 -0.005 -0.0027
O -5.4793 -9.5379 22.8148 0.0033 0.0005 0.0104
O -2.5771 -7.3622 23.8652 0.0031 -0.0016 0.0028
O 5.6766 -0.5532 14.8901 -0.0014 -0.0008 0.0096
O -2.5555 -5.3526 22.2609 0.0019 0.0012 0.011
O 13.9095 -3.4539 21.0845 -0.006 -0.0014 -0.0011
O -2.1909 0.1413 19.3753 0.0023 -0.0001 0.0082
O 6.6247 -3.2413 22.5986 0.0032 -0.0043 -0.0034
O -1.3613 4.2686 17.1814 -0.0012 0.0005 0.0007
O 10.4375 6.5925 17.6671 0.0017 -0.0016 -0.0022
O 8.331 2.623 15.5477 -0.0031 0.0051 -0.0005
O 3.749 4.3392 16.0483 -0.0083 0.0037 0.0027
O -3.0396 -3.191 26.3825 -0.0018 -0.0022 0.0004
O 2.1329 -8.3739 26.3624 0.0052 -0.0051 0.006
O -7.0864 1.601 18.8966 -0.003 0.0056 0.0028
O 5.2409 2.2461 16.7782 0.0007 -0.003 0.0053
N 3.0024 -3.2723 26.1784 -0.0082 -0.0037 0.0042
O -2.6141 2.2016 26.1038 -0.0081 -0.0088 -0.0026
O 3.3392 -4.3537 17.3554 0.0008 -0.001 0
H -1.0724 -2.2646 34.4919 0.276 -0.3546 -0.2556
H 0.5677 -3.9111 34.4919 -0.2747 0.3494 -0.2782
H 1.6124 0.4276 34.4694 0.2581 -0.3138 -0.2229
H 3.2428 -1.2277 34.4694 -0.3855 0.1433 -0.2642
H -1.1196 -7.7281 34.4124 0.2099 -0.4024 -0.2545
H 0.5247 -9.3695 34.4124 -0.3285 0.1854 -0.3135
H 1.6167 -4.9862 34.4696 0.2158 -0.4411 -0.246
H 3.2425 -6.6459 34.4696 -0.2865 0.1956 -0.3451
H 5.9872 -3.9613 34.4149 -0.3315 0.3123 -0.29
H 4.3489 -2.3125 34.4149 0.335 -0.1988 -0.2753
H -3.8103 0.4139 34.4568 0.2459 -0.2911 -0.3115
H -2.1438 -1.2059 34.4568 -0.3238 0.2984 -0.3034
H 4.3413 3.1385 34.5182 0.2459 -0.2879 -0.264
H 5.981 1.4921 34.5182 -0.3892 0.1902 -0.2258
H -3.8467 -5.026 34.4549 0.2545 -0.3996 -0.2376
H -2.1875 -6.6535 34.4549 -0.2844 0.3256 -0.2232
H 0.5551 2.1965 6.0375 0.395 -0.2173 0.2731
H 2.2083 0.5637 6.0375 -0.1954 0.4036 0.2606
H 4.8746 3.2661 5.9692 -0.2247 0.2483 0.2698
H 3.2356 4.9123 5.9692 0.4054 -0.2161 0.2775
H 0.5293 -3.2629 5.9573 0.3542 -0.2361 0.2418
H 2.1666 -4.9116 5.9573 -0.296 0.3395 0.2435
H 3.2801 -0.5123 6.0258 0.3827 -0.2143 0.26
H 4.9022 -2.1758 6.0258 -0.2027 0.4044 0.2283
H 5.9841 2.1406 5.9604 0.1855 -0.2599 0.3045
H 7.6428 0.5124 5.9604 -0.3264 0.3702 0.2144
H -0.5239 3.2455 6.0117 -0.3086 0.3415 0.2302
H -2.1827 4.8735 6.0117 0.3021 -0.2024 0.2365
H 5.9647 -3.259 6.0285 0.3454 -0.247 0.2802
H 7.6027 -4.9073 6.0285 -0.1942 0.305 0.2561
H 10.3313 -2.1955 5.99 -0.3122 0.2713 0.2735
H 8.6941 -0.5456 5.99 0.2552 -0.3875 0.2903

Results
free energy: -122371.151 eV
free energy less fixed offsets of H -15.71, N -386.36, O -570.45, Si -639.56 eV per atom: -0.531 eV

The program warned: the cutoff lies below the one the program advises for these potential files; the forces do not sum to zero within the program's tolerance; empty levels may hold ghost states of the PAW files; the exchange-correlation potential is rough where the density is thin.
